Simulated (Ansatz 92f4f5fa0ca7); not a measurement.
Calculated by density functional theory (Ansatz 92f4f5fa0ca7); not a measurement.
Periodic cell of 215 atoms, Si132O82P1, from a study of silicon, its oxide and their interface. The atomic structure is a simulated model.
Doubt: the cutoff is far below the 930 eV that the study's wrapper takes by default for these files, so forces and energies are approximate.
This geometry differs little from another in the collection (a relaxation step or a small displacement).

Settings
functional: PBE
potential files: Ansatz PAW
basis: plane waves
wave-function cutoff: 580 eV
density cutoff ratio: 5
exchange-correlation grid ratio: 1
k mesh: 1 x 1 x 1, Gamma-centred
self-consistency stop: 5e-08 eV per atom in the density residual
occupations: fixed
spin: none
net charge: +1 e, with a uniform compensating background and no finite-size correction

Cell vectors (angstrom)
a 10.938 0 0
b 0 10.938 0
c 0 0 31.5432

Atoms: element, x, y, z (angstrom)
Si 10.4374 0.5787 24.3439
Si 6.0487 10.502 24.1277
Si 2.1279 3.2499 24.0709
Si 8.7023 2.254 24.3096
Si 0.4987 5.0551 24.1536
Si 5.0503 5.8977 24.1993
Si 3.391 7.6503 24.1673
Si 7.8351 8.8262 23.9689
Si 1.3469 1.4823 25.447
Si 6.9066 1.2899 25.5034
Si 4.0237 4.1006 25.3154
Si 9.6686 4.0945 25.4125
Si 1.4945 6.8152 25.3609
Si 6.912 6.9586 25.2431
Si 4.2425 9.545 25.3499
Si 9.5177 9.6294 25.4389
Si 2.7774 0.0077 26.6351
Si 8.2126 -0.037 26.9447
Si 0.0065 2.7566 26.9086
Si 5.4474 2.7397 26.6561
Si 2.7702 5.4504 26.8273
Si 8.2263 5.5185 26.6196
Si 0.045 8.2128 26.6442
Si 5.5684 8.2128 26.7984
Si 4.1187 1.3598 28.058
Si 9.5882 1.3635 28.2447
Si 1.3922 4.1186 28.2116
Si 6.8363 4.1338 28.0214
Si 4.1643 6.8306 28.1567
Si 9.5905 6.8568 28.038
Si 1.3943 9.591 28.0446
P 6.8537 9.5411 28.2233
Si 0.0594 -0.0187 29.527
Si 5.4626 0.0035 29.4899
Si 2.7725 2.7065 29.5223
Si 8.1753 2.7797 29.4744
Si -0.016 5.5074 29.496
Si 5.5078 5.4442 29.5042
Si 2.7464 8.2148 29.4451
Si 8.2446 8.1774 29.5214
Si 1.3998 1.3601 30.904
Si 6.837 1.3794 30.8365
Si 4.1257 4.0864 30.8825
Si 9.5561 4.1246 30.842
Si 1.373 6.8617 30.8293
Si 6.8517 6.8138 30.8897
Si 4.0986 9.56 30.8414
Si 9.6001 9.5701 30.8888
Si 2.7622 -0.0209 0.7135
Si 8.1826 0.0053 0.6755
Si -0.0247 2.7521 0.673
Si 5.4721 2.7016 0.7069
Si 2.713 5.4787 0.6636
Si 8.2273 5.446 0.723
Si 0.0268 8.1743 0.7077
Si 5.4658 8.2116 0.6812
Si 4.1179 1.3371 2.0845
Si 9.5328 1.3835 2.034
Si 1.3251 4.1324 2.048
Si 6.8522 4.0552 2.0706
Si 4.072 6.8535 2.0296
Si 9.6068 6.802 2.0777
Si 1.3842 9.549 2.0739
Si 6.8276 9.572 2.0689
Si -0.041 -0.0073 3.353
Si 5.4698 -0.0205 3.5034
Si 2.6916 2.7263 3.3544
Si 8.1913 2.6914 3.5068
Si -0.0125 5.4578 3.5299
Si 5.4476 5.4631 3.3378
Si 2.7404 8.1904 3.493
Si 8.2254 8.1816 3.3869
Si 1.2881 1.3713 4.6703
Si 6.8412 1.3016 4.9308
Si 4.0568 4.1152 4.6416
Si 9.5338 4.0597 4.9118
Si 1.3578 6.8644 4.9101
Si 6.8352 6.7963 4.6769
Si 4.1031 9.5579 4.9049
Si 9.575 9.5649 4.745
Si 2.6097 0.0397 6.1003
Si 8.2304 -0.1371 6.2717
Si -0.0206 2.6446 6.2048
Si 5.3725 2.7677 6.0711
Si 2.7515 5.4235 6.1457
Si 8.0898 5.4369 6.1824
Si -0.0058 8.2963 6.2375
Si 5.5652 8.1426 6.1528
Si 3.4674 1.939 7.1798
Si 10.0197 0.8275 7.4792
Si 1.7656 3.6555 7.3587
Si 6.2058 4.5221 7.3883
Si 4.6354 6.3058 7.2622
Si 9.161 7.1872 7.3297
Si 0.8909 10.1553 7.5271
Si 7.4067 8.8848 7.4942
O 4.5694 6.6061 8.8832
O 1.3835 3.9743 8.9424
O 9.7418 6.545 8.741
O 1.302 10.1053 9.1484
O 6.0713 4.2164 9.0205
O 3.7034 1.6012 8.7609
O 7.1328 8.9658 9.1359
O 9.648 1.0747 9.0743
O 8.1979 2.4993 22.7652
O 10.9779 5.5529 22.6481
O 5.6335 0.1019 22.6345
O 5.3092 5.435 22.6397
O 2.1535 2.8072 22.4768
O 3.3502 7.8929 22.5274
O 8.3948 8.7335 22.4077
O -0.1902 11.1975 22.7667
Si 2.1555 2.9717 12.8917
Si 8.6797 1.3062 10.3647
Si 1.0652 4.4999 15.3494
Si 7.5424 5.5769 12.2002
Si 2.4249 8.1892 21.2169
Si 5.4112 7.7831 12.469
Si 9.2624 0.4515 15.5007
Si 2.9103 -0.0409 16.6552
Si 10.4671 1.1584 12.6097
Si 7.7584 2.8257 21.2391
Si 9.1284 8.7812 14.4616
Si 1.4684 4.777 10.3641
Si 4.4827 9.4824 19.1266
Si 11.0836 6.0973 21.1112
Si 6.6148 10.4453 14.846
Si 5.3866 0.7338 21.1563
Si 2.3423 9.8035 10.3871
Si 0.4253 10.6294 21.3875
Si 5.8551 5.2584 21.1225
Si 3.6366 7.0842 10.1079
Si 9.0461 5.6835 14.8378
Si 3.6613 4.0856 19.0921
Si 10.035 3.6596 19.3285
Si 4.2553 8.6667 15.3572
Si 0.4491 1.9156 17.1594
Si 6.7957 7.5317 19.233
Si 5.2595 3.621 16.7417
Si 7.7873 5.0074 17.5242
Si 6.6601 9.9208 10.3776
Si 4.3757 1.0486 10.1081
Si -0.0365 9.0881 11.907
Si 9.1097 8.6284 20.9211
Si 4.5542 1.6653 14.5789
Si 2.4444 2.0852 21.0383
Si 6.3278 3.3355 10.3729
Si 3.4326 5.9171 16.7331
Si 9.8758 6.5383 10.3593
O 0.117 2.6189 18.5959
O 2.9234 9.6315 15.5822
O 10.8772 4.8044 20.1463
O 7.573 2.3991 9.9272
O 10.9224 5.3456 10.8037
O 6.5891 6.7282 12.8637
O 10.316 8.0622 10.7815
O 7.6642 9.4541 13.9982
O 8.4088 6.2113 10.9762
O 5.3594 10.4798 20.0679
O 2.1635 3.7405 11.434
O 7.9767 8.5448 19.7518
O 6.2135 6.7277 20.5359
O 5.51 2.7125 15.4125
O 1.2924 0.9321 20.7196
O 6.0516 9.0465 11.6207
O 4.6183 4.9864 16.1154
O 6.595 3.9049 17.6403
O 10.5282 10.6678 11.8174
O 5.5792 0.4952 13.9908
O 8.0332 5.0766 15.9332
O 9.7306 9.8132 15.5855
O -0.3914 5.1563 15.1218
O 1.5911 6.8287 20.8366
O 1.4991 0.6368 17.1815
O 6.591 1.7731 20.7906
O 1.0114 1.7958 12.8368
O 3.2529 5.5006 18.3324
O 9.5261 2.0101 11.5818
O 1.0075 3.1022 16.191
O 8.5808 5.1369 13.3761
O 10.277 8.5749 13.3144
O 1.4439 9.399 21.689
O 10.0796 9.937 20.6016
O 3.1732 0.2104 10.8743
O 5.0675 2.3618 10.824
O 1.7486 4.152 13.9242
O 7.9205 10.8599 10.8464
O 9.1269 4.4666 18.2528
O 5.6341 9.4948 15.7701
O 5.5286 -0.0338 9.748
O 3.5946 2.3076 13.3932
O 1.9766 5.6424 16.0629
O 9.7108 1.0474 14.044
O 4.3897 6.9386 11.5288
O 4.7462 4.4833 20.2376
O 9.9478 1.3388 16.6557
O 6.6689 4.3112 11.6392
O 5.5825 8.4037 18.5726
O 9.0867 2.7429 20.3022
O 3.6009 1.1347 15.7834
O 4.2217 3.076 17.9115
O 9.9333 7.2226 20.8779
O 3.3466 8.6606 9.8107
O 3.9339 7.4254 16.3741
O 7.6286 0.4792 15.7018
O 8.9159 7.2947 15.0447
O 3.9241 1.4298 21.1507
O 1.5911 9.1335 11.6909
O 2.3194 6.149 10.1593
O 7.3544 6.4614 18.1363
O 7.2149 4.3602 21.1486
O 4.5445 8.2365 13.7922
O 3.3374 8.6617 19.9648
O 2.4921 3.2373 19.8718
O 3.7363 10.3653 17.9733

Results
free energy: -131310.962 eV
free energy less fixed offsets of O -568.88, P -755.39, Si -635.61 eV per atom: -6.892 eV

Forces (eV/angstrom), in the order of the atoms: element, x, y, z
Si -0.0505 -0.028 0.0323
Si 0.008 -0.0249 0.0447
Si 0.0035 0.0265 0.0488
Si 0.0064 -0.028 0.0383
Si 0.003 -0.0232 0.0453
Si 0.0003 0.0322 0.0361
Si 0.063 0.0127 0.0378
Si -0.0169 0.0222 0.0522
Si 0.016 0.0073 -0.008
Si 0.0013 0.0108 -0.0066
Si 0.0088 -0.0147 -0.0088
Si -0.0019 0.0226 -0.0086
Si -0.0298 -0.002 0.0017
Si -0.0018 -0.0239 -0.0166
Si -0.013 0.0059 -0.0214
Si 0.0188 0.0199 -0.0076
Si 0.0038 -0.02 0.0563
Si 0.0103 0 -0.0805
Si -0.0198 -0.0134 -0.1162
Si 0.0098 0.0052 0.0535
Si 0.0095 0.0151 -0.0722
Si -0.011 -0.0047 0.0582
Si -0.0082 -0.0064 0.0508
Si -0.0405 -0.0357 -0.0319
Si -0.0067 -0.0008 -0.0289
Si -0.0079 -0.0182 0.1606
Si 0.0146 0.028 0.1692
Si 0.0008 0.013 -0.0563
Si 0.0474 0.0021 0.0425
Si 0.0184 -0.0037 -0.0349
Si 0.0136 0.0012 -0.0459
P -0.006 0.0084 0.1192
Si -0.0093 0.0057 -0.0304
Si -0.0194 0.0135 -0.0232
Si 0.0047 -0.004 -0.0426
Si 0.0019 -0.0028 -0.0245
Si -0.0141 0.0075 -0.0431
Si 0.007 -0.0049 -0.0177
Si -0.0299 0.03 -0.0082
Si 0.0178 -0.0265 -0.0125
Si -0.0209 0.017 0.0082
Si 0.0229 -0.0188 0.0118
Si -0.0117 0.021 0.009
Si 0.0177 -0.0182 0.0074
Si 0.0205 -0.0191 0.0047
Si -0.0136 0.0152 0.0108
Si 0.0174 -0.0139 0.0136
Si -0.0122 0.0185 0.0127
Si -0.0115 -0.0035 -0.0158
Si 0.0094 0.0025 0
Si -0.0011 -0.0132 -0.0014
Si -0.0023 0.0074 -0.017
Si 0.0141 -0.0017 0.0035
Si -0.0137 0.0088 -0.0178
Si -0.0148 0.0119 -0.0173
Si 0.0041 -0.01 0.0026
Si 0.0061 -0.0019 0.0246
Si 0.0154 -0.0198 0.0287
Si 0.0134 -0.0156 0.004
Si -0.0097 0.0034 0.0273
Si 0.0183 -0.0124 0.0237
Si -0.009 0.0093 0.019
Si 0.0116 0.0021 0.0256
Si -0.0071 0.0034 -0.0084
Si -0.0812 -0.01 -0.1761
Si 0.0032 -0.0084 0.0358
Si -0.0299 -0.0089 -0.2081
Si 0.0009 -0.0335 0.025
Si -0.0068 0.0051 0.0526
Si -0.0004 0.0521 -0.2125
Si 0.0138 -0.0019 0.0222
Si 0.0306 0.0147 -0.1176
Si 0.016 -0.0125 0.135
Si 0.0162 0.0088 -0.0691
Si 0.0186 0.0003 0.1562
Si 0.0004 0.0162 -0.0536
Si -0.0132 0.0054 -0.0546
Si -0.0108 -0.0101 0.1194
Si -0.0058 -0.0065 -0.0681
Si 0.0093 0.0079 0.0749
Si 0.0056 0.0306 0.0475
Si -0.0068 -0.0041 0.011
Si -0.0144 -0.0027 0.0112
Si -0.0264 -0.0029 0.0427
Si -0.0012 0.0091 0.0081
Si 0.0004 0.0148 0.0263
Si -0.01 0.0012 0.0246
Si 0.0053 -0.0062 0.0152
Si 0.0206 -0.0164 -0.0508
Si 0.0184 -0.0184 -0.0146
Si 0.011 -0.0103 -0.0131
Si -0.0008 0.0071 -0.0476
Si 0.0198 -0.0093 -0.0214
Si -0.0157 0.0132 -0.0312
Si -0.0199 0.0012 -0.0573
Si 0.0275 -0.012 -0.0395
O -0.0207 0.0179 0.0228
O -0.0116 0.0202 0.0118
O 0.0166 -0.0152 0.0356
O 0.0319 -0.0071 0.0551
O 0.0027 -0.0266 0.0484
O 0.0269 -0.0178 0.0712
O -0.0165 0.0219 0.0494
O -0.0243 0.014 0.0238
O -0.0188 0.0167 -0.0257
O -0.0109 0.0205 -0.0324
O -0.0198 0.0329 -0.041
O 0.019 -0.0189 -0.0342
O 0.0096 -0.0247 -0.0397
O -0.0311 0.0107 -0.027
O 0.0223 -0.0104 -0.0404
O 0.0236 -0.0176 -0.0296
Si -0.0082 -0.0019 0.015
Si -0.0023 -0.0055 0.0131
Si 0.0029 -0.0077 -0.008
Si -0.0068 -0.0002 0.0186
Si 0.0006 -0.0225 -0.0265
Si 0.0072 -0.0003 0.0161
Si 0.0069 0.0087 -0.0112
Si 0.0077 -0.0007 -0.0105
Si 0.0019 -0.0051 0.0261
Si 0.0036 -0.0072 -0.0388
Si 0.0067 -0.0096 0.0027
Si -0.0036 -0.0055 0.0203
Si 0.0081 0.0102 -0.0317
Si 0.0083 0.0172 -0.0304
Si 0.0019 -0.0007 0.0053
Si 0.0064 -0.0191 -0.0386
Si -0.01 0.0208 0.0211
Si -0.0124 0.006 -0.0382
Si -0.0033 0.0015 -0.0169
Si 0.0096 -0.012 0.0273
Si -0.0047 -0.002 -0.0037
Si 0.0061 -0.009 -0.0262
Si -0.0079 0.0055 -0.0386
Si 0.0026 0.0022 -0.0102
Si -0.003 -0.001 -0.0236
Si 0.0068 0.0086 -0.0363
Si -0.0018 -0.0025 -0.0222
Si 0.0074 0.0098 -0.0235
Si -0.0063 -0.0015 0.0086
Si -0.0135 0.0131 0.0043
Si 0.0034 -0.0053 0.0283
Si -0.0011 0.0069 -0.0381
Si -0.0088 0.0005 -0.0006
Si -0.0138 -0.0119 -0.0249
Si 0.0058 0.0102 0.011
Si 0.0022 -0.001 -0.0214
Si -0.0013 -0.0067 0.0108
O 0.0081 -0.007 0.0185
O -0.002 -0.0023 -0.0008
O -0.0055 -0.0225 0.0132
O 0.0023 0.0052 -0.0092
O -0.0001 -0.0023 -0.0212
O -0.0001 0.0018 -0.0167
O 0.008 0.0156 -0.0152
O -0.0025 0.0023 -0.009
O -0.0131 -0.0081 -0.0105
O -0.0104 -0.0154 0.0157
O 0.0059 -0.0125 -0.0055
O -0.015 -0.0066 0.0105
O 0.003 0.0036 0.0208
O 0 0.0021 0.004
O 0.0085 0.0081 0.028
O -0.0118 -0.0089 -0.0124
O -0.0006 0.003 0.0064
O -0.0042 -0.0037 0.0159
O -0.0049 0.0069 -0.0184
O 0.001 0.0011 -0.0078
O 0.0018 -0.0031 0.0026
O 0.001 -0.0011 0.005
O 0.0009 -0.0008 0.001
O -0.0037 -0.0006 0.0314
O 0.0014 0.0006 0.0123
O 0.0113 0.0092 0.0353
O -0.0006 -0.002 -0.0139
O -0.0001 0.0054 0.0149
O 0.0073 0.0031 -0.015
O -0.0008 0.0049 0.0067
O 0.0058 0.0018 0.0026
O -0.0122 0.0026 0.0026
O 0.0022 0 0.0213
O -0.0012 0.0009 0.0308
O -0.0021 -0.0022 -0.0188
O -0.0019 -0.0054 -0.0219
O -0.0055 0.0073 0.0035
O -0.003 0.0058 -0.0234
O -0.0091 0.0041 0.0139
O 0.0017 -0.0005 0.0068
O 0.009 -0.0004 -0.0231
O 0.0072 -0.0024 -0.006
O -0.0009 0.0017 0.0034
O -0.0035 -0.0027 0.0058
O 0.0093 0.0024 -0.0082
O -0.0192 -0.0068 0.0092
O -0.0014 -0.0041 0.0125
O 0.0048 0.0088 -0.0136
O -0.0032 -0.0002 0.0182
O 0.0111 0.0068 0.0149
O 0.0008 -0.0008 0.0058
O 0.0064 0.0056 0.0098
O 0.002 -0.0041 0.0289
O 0.0013 -0.0013 -0.0217
O -0.0022 -0.0029 0.0066
O -0.0004 -0.0016 0.0041
O -0.0006 0.002 0.001
O 0.0029 0.0035 0.0303
O -0.0089 -0.0055 -0.0126
O 0.0023 0.0014 -0.0215
O 0.0032 -0.0152 0.0103
O -0.0018 0.0026 0.0302
O -0.0073 0.0041 0.0043
O 0.0149 0.0086 0.0101
O 0.0055 0.022 0.0076
O -0.0101 0.0021 0.0065

The program warned: the cutoff lies below the one the program advises for these potential files; the exchange-correlation potential is rough where the density is thin.
